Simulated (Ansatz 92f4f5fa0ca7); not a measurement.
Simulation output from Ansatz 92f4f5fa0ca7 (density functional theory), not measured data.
Periodic cell of 256 atoms, Si144O112, from a study of silicon, its oxide and their interface. The atomic structure is a simulated model.
This geometry differs little from another in the collection (a relaxation step or a small displacement).

Settings
functional: r2SCAN
potential files: Ansatz PAW
basis: plane waves
wave-function cutoff: 800 eV
density cutoff ratio: 5
exchange-correlation grid ratio: 1
k mesh: 1 x 1 x 1, shifted by 0.5 0.5 0 of a step
self-consistency stop: 1e-10 eV per atom in the density residual
occupations: fixed
spin: none
net charge: 0

Cell vectors (angstrom)
a  10.887  0  0
b  0  10.887  0
c  0  0  35.7378

Atoms and the computed forces on them: element, x, y, z (angstrom), force x, y, z (eV/angstrom)
Si  -5.3389  -0.0242  -0.3555  0.0598  -0.0371  -0.1064
Si  5.5604  2.8792  2.8856  -0.0061  -0.0008  0.0032
Si  -3.5433  11.1016  -5.6457  0.0011  -0.0141  -0.0259
Si  5.1499  5.9663  0.0781  0.0343  0.0058  -0.043
Si  -0.361  -7.5099  -3.2691  0.0056  -0.0081  -0.0693
Si  2.7224  3.2981  -0.8732  0.0173  -0.0058  -0.0728
Si  9.2519  3.9766  1.51  0.0102  0.005  -0.0712
Si  11.709  7.4668  -1.1393  -0.0838  -0.0135  -0.1084
Si  4.24  3.2911  -3.4908  0.0101  0.0087  -0.0395
Si  -0.751  -0.8413  1.5474  0.0001  0.0052  0.006
Si  2.9354  5.3868  2.9922  0.0008  0.0118  0.0155
Si  4.0061  9.5862  1.0407  0.0051  -0.0304  0.013
Si  5.7287  5.9447  -7.1885  0.0056  -0.0033  0.0388
Si  11.5813  1.0512  1.4129  -0.003  -0.0217  0.0028
Si  -0.664  6.5279  -2.7306  0.0691  -0.0193  0.1756
Si  13.5255  10.9574  2.4805  -0.0087  0.0047  -0.0052
Si  -0.0851  2.7654  2.8092  -0.0048  -0.0004  0.0145
Si  5.3815  -2.4905  2.6887  0.0115  0.0144  0.0133
Si  0.1483  8.2321  2.7731  0.0062  -0.0009  -0.0078
Si  4.2747  4.1968  1.4503  -0.0151  -0.0039  -0.0249
Si  8.2378  0.1158  2.6318  0.0093  0.0012  -0.0022
Si  7.0501  1.8199  1.466  -0.0179  -0.007  -0.0512
Si  8.0888  5.5433  2.8058  -0.0034  0.0116  0.0053
Si  6.7555  6.9649  1.4816  0.0185  -0.0038  -0.0146
Si  1.3889  4.0537  4.1298  0.0045  0.0032  0.0023
Si  4.0538  1.3941  3.945  0.0005  -0.0067  0.0029
Si  1.4735  9.5963  4.1033  -0.0066  -0.0001  0.0022
Si  4.2071  6.9154  4.1858  0.0066  -0.0116  -0.0004
Si  6.8321  4.2121  4.2794  -0.0006  0.0002  -0.0032
Si  9.4768  1.4091  4.1857  0.005  -0.0025  -0.0088
Si  6.8367  9.6589  4.0096  -0.0019  -0.0041  -0.0031
Si  9.5657  6.8899  4.0509  0.0085  0.0023  0.0038
Si  0.011  0.0118  5.4571  0.0037  -0.0001  -0.0023
Si  2.7307  2.6783  5.4353  -0.0033  -0.0026  -0.0041
Si  0.0131  5.4742  5.4084  -0.0022  -0.002  -0.004
Si  2.7584  8.2116  5.501  0.0021  -0.0022  -0.0016
Si  5.4282  0.0693  5.3679  0.0003  0.0005  0.0005
Si  8.1472  2.761  5.5617  0.0017  -0.0016  0.0005
Si  5.4765  5.5415  5.5991  -0.0009  0.0122  -0.001
Si  8.1565  8.2296  5.3838  -0.0052  0.002  -0.0029
Si  1.3766  1.3515  6.8148  -0.002  0.0005  -0.0056
Si  4.0537  4.075  6.8136  0.001  -0.0001  -0.0059
Si  1.3573  6.8013  6.8085  -0.0024  0.0011  -0.0075
Si  4.15  9.5617  6.7938  -0.0002  -0.0003  -0.0044
Si  6.7182  1.386  6.8309  -0.0066  -0.0019  -0.0032
Si  9.5602  4.1333  6.8148  0.0016  0.0003  -0.0035
Si  6.892  6.8744  6.861  -0.0004  -0.0044  -0.0049
Si  9.4911  9.5376  6.7982  0.0012  -0.0023  -0.0075
Si  0.0053  2.7394  8.1351  -0.0018  0.0023  -0.0056
Si  2.753  -0.0091  8.1422  0.0026  -0.002  -0.0056
Si  -0.0878  8.0997  8.1417  -0.0017  0.0024  -0.0084
Si  2.6984  5.4058  8.1889  -0.0021  -0.002  -0.0096
Si  5.3672  2.713  8.2227  -0.0027  0.0012  -0.0037
Si  8.088  0.0015  8.1628  -0.0037  0.0021  -0.0063
Si  5.4726  8.1812  8.1736  0.0005  0.0026  -0.0069
Si  8.1944  5.4452  8.204  0.003  0.0046  -0.0058
Si  1.3265  4.0372  9.5602  -0.0025  -0.0011  0.0032
Si  4.0167  1.3374  9.6121  0.0026  0.0034  -0.0007
Si  1.3396  9.4703  9.3511  -0.0041  -0.0037  -0.002
Si  4.1443  6.7422  9.4901  0.0014  0.0056  -0.0015
Si  6.7799  4.0756  9.5062  -0.004  -0.0004  0.0003
Si  9.4608  1.4189  9.4393  0.0007  0.0005  -0.0018
Si  6.7617  9.5115  9.5835  -0.0024  -0.0065  -0.002
Si  9.5059  6.742  9.6332  -0.004  -0.001  -0.0033
Si  -0.0435  -0.0327  10.6056  0.0043  -0.0071  -0.0053
Si  2.5841  2.6423  10.9773  0.0028  0.003  -0.0035
Si  -0.0241  5.3198  10.9859  0.0019  0.0015  -0.0026
Si  2.6584  8.0752  10.6779  -0.0028  0.004  -0.0028
Si  5.3626  -0.0606  10.9651  0.0004  0.0038  -0.0053
Si  8.1083  2.7353  10.8873  0.0059  0.0081  0.0032
Si  5.4682  5.3707  10.9415  0.0124  -0.0058  0
Si  8.0579  8.08  10.9427  0.0015  0.0042  0.0009
Si  1.1285  1.1825  12.208  0.0049  0.0054  0.008
Si  4.0066  4.0131  12.2507  -0.0066  -0.0079  0.0047
Si  3.1092  5.7805  13.5664  -0.0036  -0.0045  0.0109
Si  3.8437  9.4222  12.1547  0.011  -0.0036  0.0098
Si  8.5406  0.1184  13.4225  0.0112  -0.0163  0.005
Si  8.5531  5.7501  13.8328  0.0159  0.0222  -0.0449
Si  4.6736  7.64  13.4039  0.0123  -0.0041  -0.0418
Si  9.5804  9.4983  11.9823  -0.0088  0.0016  0.0025
Si  2.5335  4.9146  15.824  0.007  0.0135  -0.0518
Si  4.7546  1.0974  16.0892  -0.0166  -0.0066  -0.0336
Si  0.3844  8.485  13.2657  -0.0068  0.0104  0.0147
Si  1.4364  6.7302  12.1672  -0.0084  -0.0076  0.0087
Si  -0.0679  -4.5252  21.0893  0.0217  0.0051  0.03
Si  2.0254  -0.6272  13.4375  -0.0007  0.0062  0.0053
Si  7.4644  10.9759  17.4512  0.0281  -0.0111  -0.0458
Si  9.4649  4.0068  12.4076  -0.0011  -0.002  0
Si  -0.7103  1.9694  13.4987  -0.0041  -0.0053  -0.051
Si  1.3223  9.0219  17.8901  -0.0015  0.0224  0.004
Si  2.0885  10.9598  15.6897  -0.007  -0.0162  -0.0233
Si  6.7452  6.7529  12.4523  -0.0006  0.001  0.0001
Si  5.8486  -0.8753  19.5591  -0.0106  0.041  0.0228
Si  7.1244  1.6226  19.767  -0.0159  -0.0158  0.0186
Si  4.0483  -2.8751  18.5234  -0.0007  -0.0112  -0.0076
Si  6.5692  4.7822  15.5974  0.0237  0.0105  -0.0416
Si  -15.251  4.8624  31.1427  0.015  -0.0191  -0.0243
Si  26.1589  -6.9206  17.2463  0.0216  -0.0275  -0.0089
Si  -0.7941  21.7019  29.3437  0.0186  0.0191  -0.0376
Si  3.6809  11.8252  26.2372  -0.0164  -0.0135  0.0715
Si  -18.6476  31.2396  30.5427  0.0077  -0.0038  -0.0242
Si  22.0839  13.4952  19.1029  0.0249  0.0046  -0.0031
Si  16.5385  -17.1038  23.329  -0.0054  0.0019  0.0477
Si  -6.6348  18.2781  23.6785  -0.0082  0.0065  0.0639
Si  -7.8815  2.8863  23.8845  0.0169  -0.0132  0.0564
Si  -0.6166  16.732  26.4853  -0.0085  -0.0087  0.0456
Si  21.3358  -13.0682  25.3143  0.0097  -0.0145  0.0604
Si  12.0086  -0.0046  20.5132  -0.0065  -0.021  0.0022
Si  -2.5048  14.1899  23.3786  0.0041  -0.0174  0.0529
Si  -13.1263  15.126  30.374  -0.0208  -0.0086  0
Si  -0.3856  20.348  35.0317  -0.0125  -0.0295  -0.0596
Si  -5.4471  -1.0093  22.3289  -0.0147  0.0003  0.0511
Si  3.0416  0.9483  21.4953  0.0197  -0.0021  0.0336
Si  -7.0279  30.0426  28.5677  0.0048  0.0138  0.0074
Si  -5.1765  29.4985  15.9675  0.0055  0.0102  -0.0642
Si  0.5837  5.4939  35.8246  0.022  0.0262  -0.0181
Si  14.025  3.6151  20.0233  -0.0377  -0.0001  0.0022
Si  -9.8966  13.0391  16.0039  -0.0202  -0.0144  -0.0627
Si  -19.1198  19.8935  25.8384  0.0196  0.0029  0.0697
Si  -14.1025  -13.0224  34.974  -0.0157  0.0133  -0.0478
Si  7.0267  17.4375  33.4617  0.034  -0.0104  -0.0832
Si  -16.7452  11.2137  32.2021  -0.0196  0.005  -0.0864
Si  12.528  6.7274  37.4388  0.0216  -0.0266  0.0311
Si  20.5172  -5.707  19.3981  -0.0085  -0.0224  0.008
Si  -13.3931  10.3246  26.7187  0.0612  -0.0627  0.1127
Si  29.0477  26.1513  20.8359  -0.0049  -0.0041  0.0409
Si  -16.3744  2.6049  13.5216  -0.0001  -0.0085  -0.0533
Si  -2.4779  -1.5001  15.3138  0.0265  0.0102  -0.0679
Si  -14.9392  -9.6189  12.2425  -0.012  -0.0027  0.01
Si  -10.4273  -13.5796  30.678  0.0612  0.0074  -0.0287
Si  -7.7862  -25.105  35.7348  -0.0215  0.0102  0.0116
Si  9.889  -3.3705  14.8869  0.0038  -0.0223  0.0099
Si  10.1422  9.0565  22.3059  0.0057  -0.0016  0.0401
Si  12.7621  3.7453  30.448  0.0047  -0.0029  -0.0247
Si  2.0393  1.1167  28.9537  0.0138  0.0213  0.0223
Si  11.3608  -16.3024  29.3925  -0.0086  -0.0296  0.006
Si  -4.131  -2.2119  28.515  -0.0068  -0.0122  0.0334
Si  -13.8215  22.2326  22.4979  0.0002  -0.0111  0.044
Si  7.7452  4.1037  27.3876  0.0072  0.0047  0.0654
Si  10.835  -4.2912  16.9084  -0.0111  0.0331  -0.0536
Si  6.8048  -9.6893  27.1276  -0.0184  0.0096  0.0344
Si  0.5597  1.4062  34.7115  0.0018  0.0592  -0.0961
Si  -7.9088  6.4168  20.9607  0.004  0.0111  0.0235
Si  11.1538  -6.2696  23.8284  -0.0131  0.0054  0.0595
O  4.305  -19.4091  -18.7604  0.007  0.0318  -0.0157
O  7.5663  -12.7937  -8.5757  0.0653  0.1002  -0.0396
O  -2.841  5.3783  -15.9152  -0.0019  0.0105  -0.007
O  -3.0161  -3.1895  0.4619  -0.002  -0.0083  0.0395
O  -9.8239  -1.6805  -10.089  0.002  -0.0038  -0.0353
O  -4.7988  -7.1777  -21.2328  0.0124  0.0278  0.0419
O  6.2166  0.5387  -19.2423  -0.0003  0.0119  0.0051
O  22.9257  9.9687  -19.1426  0.0001  0.0147  -0.0001
O  6.0194  -9.4677  0.2383  0.0253  0.0171  0.0613
O  -17.4758  -15.0859  -7.4068  0.0024  0.002  -0.0058
O  24.1232  13.5317  -6.3811  0.0003  -0.0099  0.004
O  15.1551  9.8864  -4.1063  0.0078  0.0228  0.0032
O  -19.9425  19.7036  -4.4259  -0.021  -0.0088  -0.0007
O  22.2602  -19.5073  -18.1982  -0.0054  0.0104  0.0385
O  17.8255  -0.8488  -0.1785  -0.056  0.0157  -0.0009
O  -4.7583  -16.123  34.4889  -0.0456  0.0049  0.0737
O  -4.907  4.337  17.0344  -0.0156  -0.0006  0.0173
O  5.201  7.5439  17.4855  -0.0128  0.0054  0.0263
O  3.9189  6.9958  19.7707  -0.0026  0.0008  -0.0083
O  8.4078  14.6904  21.8416  0.0058  0.0063  -0.0292
O  11.1837  -21.9135  34.2459  0.0017  -0.0187  0.0442
O  -14.989  33.6759  28.7762  -0.0054  -0.0021  -0.0062
O  -13.6355  -5.8921  15.2885  -0.0208  -0.0154  0.0436
O  4.4236  20.3736  19.0545  0.0059  0.0112  -0.0156
O  -4.7236  9.307  20.9793  0.004  0.0013  -0.0231
O  -10.684  1.2466  19.98  0.0012  0.0027  -0.0059
O  -2.2334  17.2419  33.4982  -0.0125  -0.0206  -0.0152
O  -13.5049  3.6885  28.8806  0.0068  0.0069  -0.0178
O  -0.3556  2.1617  15.0913  0.0325  0.003  0.0818
O  17.728  -3.789  28.8388  -0.006  0.0089  0.0011
O  11.0404  7.9165  17.8508  -0.0012  0.0017  0.0048
O  11.1405  16.3773  25.1776  0.0117  -0.0174  -0.0502
O  -13.8685  1.3604  18.3618  -0.0043  0.0091  0.0014
O  16.4538  5.0315  29.8534  0.0025  0.0139  -0.0048
O  4.0476  -6.7363  18.8081  -0.0157  0.0101  0.0147
O  0.1182  16.391  22.4778  -0.0001  0.0092  -0.0287
O  -15.2593  -4.6272  31.9675  -0.0052  0.0188  0.0393
O  -32.9488  9.3772  29.8825  -0.0197  0.0267  -0.0181
O  -14.741  19.5092  15.7911  -0.0307  -0.0165  0.0287
O  32.0802  18.4091  31.7167  -0.0555  0.0072  -0.0639
O  -30.8031  3.4487  15.522  -0.0006  0.0118  0.0089
O  -2.1915  -11.3572  16.5717  -0.0135  0.0291  0.0511
O  -15.0794  3.1475  19.9656  -0.0056  0.0015  -0.0074
O  -18.4326  39.7418  22.381  -0.0062  -0.0002  -0.027
O  -5.6671  -1.7717  28.2497  -0.0092  -0.0107  0.0036
O  -1.43  -0.2308  27.8821  -0.048  -0.0392  -0.0606
O  11.3285  22.7136  29.1277  -0.0431  -0.0416  0.0059
O  1.4404  6.7688  20.597  -0.0146  -0.0084  0.0001
O  19.7632  37.654  26.6165  0.0163  0.0037  -0.0233
O  -39.3901  1.687  31.997  0.0064  -0.0128  0.0159
O  17.3437  21.8317  22.9865  0.0114  -0.0018  -0.0203
O  -7.2465  2.1913  20.5982  -0.0151  -0.0074  -0.0154
O  -1.8167  -1.7291  34.289  0.0132  0.0132  0.0327
O  -8.2085  8.1623  17.7222  0.0082  -0.0064  0.0086
O  -11.8917  5.2684  30.0751  0.006  0.0134  0.0074
O  2.651  11.8137  27.4813  0.0095  0.0012  -0.0289
O  -1.0656  25.4687  23.9912  -0.0004  0.0017  -0.0216
O  -5.1  -7.1664  32.0296  -0.0046  -0.014  0.0092
O  1.3338  -33.6771  19.2557  0.0023  0.0175  0.0087
O  -29.3982  13.096  25.3291  -0.0009  0.0218  -0.0486
O  3.8323  3.6949  33.7669  -0.0196  -0.0023  0.0494
O  7.0079  -1.1186  18.4571  -0.0069  -0.0075  0.0173
O  -12.9287  -0.8847  22.5107  -0.0046  0.0168  -0.0277
O  -16.5209  33.7406  26.634  0.0329  0.0021  -0.0005
O  -1.958  -10.3469  30.3135  -0.0023  -0.0211  -0.0102
O  -2.5315  12.568  23.4825  0.0002  -0.021  -0.0246
O  -26.7438  -4.6487  15.3676  0.0019  -0.0125  0.0374
O  36.2709  -0.0189  16.3161  0.0243  -0.0034  0.0198
O  -0.1999  -5.919  32.8085  -0.0299  0.0774  0.0151
O  -6.5002  14.5444  23.4715  0.0054  0.0062  -0.0121
O  -20.1704  14.356  19.5503  0.0149  -0.0091  -0.0141
O  -4.5278  -5.9043  27.4038  -0.0042  0.0057  -0.022
O  -6.2596  19.2113  14.9338  0.007  0.004  0.0672
O  3.2888  18.7048  24.9151  0.0084  -0.007  -0.0308
O  -22.1669  -19.3722  33.7806  0.0199  -0.041  0.0629
O  -10.601  -27.2177  27.7755  0.0017  -0.0007  0.0189
O  -0.9649  14.4489  19.383  0.0027  0.0081  -0.0018
O  10.0396  -17.063  36.0005  -0.0336  -0.0122  0.0541
O  -0.9043  29.5294  21.3382  0.0018  -0.0074  -0.0185
O  16.0761  6.0903  23.9953  0.0007  -0.0084  -0.0209
O  3.2381  4.1229  31.2656  -0.0029  -0.0057  0.0163
O  -1.6843  -7.6824  31.5221  0.0047  -0.0034  0.0066
O  -9.9258  -25.6688  29.709  -0.0047  0.0283  0.0246
O  12.2516  -5.0768  16.5864  0.0042  -0.0015  0.0048
O  2.6437  -9.2206  22.8899  -0.0045  -0.0136  -0.0231
O  23.8522  1.8957  34.3655  -0.0251  -0.0089  0.0458
O  -8.1581  -10.8808  29.886  -0.0065  -0.016  0.0107
O  4.6807  12.3958  14.5177  -0.0025  -0.0074  0.0472
O  -3.5852  20.3888  29.7822  -0.0008  0.0602  -0.0071
O  31.0984  -1.0063  25.4688  -0.0194  0.0228  0.027
O  17.8992  14.8896  23.9948  0.0029  0.0009  -0.0219
O  -20.0802  14.7308  23.8455  -0.0018  -0.001  -0.0157
O  11.8063  13.8857  31.5476  -0.0119  -0.0039  0.0122
O  -8.0915  30.3893  27.4056  -0.0098  -0.002  -0.0383
O  8.0017  11.928  20.9874  -0.0047  0.004  -0.0154
O  5.1886  -23.9927  23.349  0.007  0.0142  -0.0373
O  3.4419  -11.3826  25.4959  -0.0018  -0.0086  -0.0241
O  -1.0022  27.4444  17.858  -0.0102  -0.0203  0.023
O  -6.797  21.534  21.87  0.0085  -0.0007  -0.0079
O  10.029  -3.4353  26.2823  0.0075  -0.0063  -0.0244
O  17.3313  0.5129  31.4029  -0.0049  -0.004  0.016
O  -3.4836  13.5537  26.7092  -0.0116  -0.0305  -0.0141
O  -4.1569  8.0999  33.8304  -0.0016  0.0238  0.0213
O  29.9501  13.7727  36.6238  0.0048  0.0075  0.0376
O  16.6473  -10.1506  19.713  0.0237  -0.0057  -0.0211
O  10.4921  19.2652  23.7318  0.0076  0.0102  -0.0253
O  -4.8165  15.856  21.7619  0.0043  -0.0011  -0.027
O  -10.4849  -0.8481  21.7043  0.0031  0.0006  -0.0204
O  5.2239  -21.6513  33.7984  0.0185  -0.0171  0.1229
O  3.1696  4.8145  21.1098  -0.009  -0.006  -0.0172
O  -9.2946  15.3305  35.0433  -0.0069  0.0075  0.0086
O  3.4018  -7.8029  36.3143  0.0225  0.0114  0.0374

Results
free energy: -155980.286 eV
free energy less fixed offsets of O -570.45, Si -639.56 eV per atom: 6.754 eV

The program warned: the cutoff lies below the one the program advises for these potential files; the forces do not sum to zero within the program's tolerance; empty levels may hold ghost states of the PAW files; the exchange-correlation potential is rough where the density is thin.
